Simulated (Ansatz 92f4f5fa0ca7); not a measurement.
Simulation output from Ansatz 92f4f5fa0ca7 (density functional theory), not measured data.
Periodic cell of 223 atoms, Si131O90P2, from a study of silicon, its oxide and their interface. The atomic structure is a simulated model.
Doubt: the cutoff is far below the 930 eV that the study's wrapper takes by default for these files, so forces and energies are approximate.
This geometry differs little from another in the collection (a relaxation step or a small displacement).

Settings
functional: PBE
potential files: Ansatz PAW
basis: plane waves
wave-function cutoff: 580 eV
density cutoff ratio: 5
exchange-correlation grid ratio: 1
k mesh: 1 x 1 x 1, Gamma-centred
self-consistency stop: 5e-08 eV per atom in the density residual
occupations: fixed
spin: none
net charge: 0

Cell vectors (angstrom)
a	10.938	0	0
b	0	10.938	0
c	0	0	32.1988

Atoms and the computed forces on them: element, x, y, z (angstrom), force x, y, z (eV/angstrom)
Si	10.605	0.2289	24.8763	-0.0035	0.01	-0.01
Si	5.7563	10.6861	24.7491	0.0035	-0.0018	0.0111
Si	2.4983	2.921	24.6413	0.0003	0.004	0.0036
Si	8.4433	2.4693	24.8389	0.0041	-0.0019	0.013
Si	0.2962	5.1762	24.7594	0.0004	0.0003	0.009
Si	5.1797	5.7527	24.6888	0.0035	0.002	0.007
Si	2.9565	8.0066	24.6137	0.0026	0.0045	0.0007
Si	7.961	8.4446	24.7384	-0.0059	0.0075	0.0053
Si	1.3486	1.388	26.0403	0	-0.003	0
Si	6.8601	1.3146	26.1275	-0.0012	0.0044	-0.0065
Si	4.0638	4.11	25.9854	0.0042	-0.0021	-0.0019
Si	9.6233	4.0706	26.0866	-0.0006	0.0008	-0.0036
Si	1.4155	6.8306	26.0096	-0.0025	-0.0024	-0.0058
Si	6.7875	6.8565	26.0272	0.0022	-0.0024	0.0004
Si	4.1179	9.5412	26.0027	0.0041	0.0046	-0.0013
Si	9.4816	9.5749	26.1561	0.0055	-0.0004	-0.0048
Si	2.7389	-0.0078	27.3524	0.0013	-0.0003	0.0199
Si	8.1709	-0.0168	27.56	0.006	0.0062	-0.035
Si	0.0207	2.7223	27.4861	-0.005	-0.0038	-0.0245
Si	5.4498	2.746	27.3677	-0.0002	0.0006	0.0156
Si	2.7424	5.4657	27.4281	-0.0027	-0.0027	-0.0087
Si	8.197	5.4732	27.3614	-0.0016	0.0031	0.0174
Si	0.0053	8.1826	27.379	-0.0002	0.0021	0.0165
Si	5.4499	8.1994	27.4454	0.0039	0.0041	-0.0137
Si	4.09	1.3686	28.7498	-0.0072	0.0028	-0.0197
Si	9.5809	1.3638	28.8393	0.0094	0.0003	0.0354
Si	1.3727	4.1139	28.8077	0.0065	0.0168	0.0266
Si	6.835	4.1026	28.7484	-0.0066	0.0065	-0.0218
Si	4.1	6.8239	28.8004	0.0014	-0.0043	0.018
Si	9.5658	6.828	28.7578	-0.0028	-0.0045	-0.0164
Si	1.3743	9.5639	28.7469	0.0048	0.0011	-0.0229
Si	6.7926	9.5492	28.8465	-0.0239	-0.0084	0.043
Si	0.0177	-0.0177	30.1544	-0.0044	0	-0.0022
Si	5.4465	0.0163	30.1602	0.0036	-0.0105	-0.0087
Si	2.7376	2.7342	30.1468	0.006	-0.0059	-0.0013
Si	8.1942	2.7451	30.1514	0.001	-0.0025	-0.0053
Si	-0.0071	5.4751	30.1503	-0.0015	-0.0057	-0.0067
Si	5.4773	5.4614	30.1465	0.0036	-0.0025	-0.0002
Si	2.7297	8.2053	30.1435	-0.0048	-0.0026	-0.003
Si	8.2084	8.1937	30.154	-0.0009	-0.0068	-0.005
Si	1.3673	1.3673	31.515	0.0841	-0.0417	0.023
Si	6.8362	1.3673	31.515	-0.0499	0.0736	-0.0206
Si	4.1018	4.1018	31.515	0.0501	-0.0738	0.0085
Si	9.5708	4.1018	31.515	-0.0402	0.0739	-0.0008
Si	1.3673	6.8362	31.515	-0.0669	0.0459	-0.0429
Si	6.8362	6.8362	31.515	0.0498	-0.1111	0.0547
Si	4.1018	9.5708	31.515	-0.1515	0.0106	0.0161
Si	9.5708	9.5708	31.515	0.0417	-0.0864	0.0215
Si	2.7345	0	0.6835	0.0323	-0.0034	0.0873
Si	8.2035	0	0.6835	-0.0276	0.1057	-0.0658
Si	0	2.7345	0.6835	-0.115	0.0155	0.1033
Si	5.469	2.7345	0.6835	0.0477	-0.1619	-0.097
Si	2.7345	5.469	0.6835	-0.0599	0.1069	-0.1342
Si	8.2035	5.469	0.6835	0.0413	-0.1069	0.1013
Si	0	8.2035	0.6835	-0.0485	-0.115	-0.1511
Si	5.469	8.2035	0.6835	-0.0852	0.0671	0.0865
Si	4.1174	1.3605	2.0556	-0.0172	-0.0017	0.0228
Si	9.5555	1.3672	2.0631	-0.0033	-0.0022	-0.007
Si	1.3606	4.1227	2.0431	0.0131	-0.0057	0.0086
Si	6.8476	4.0639	2.0462	0.0299	0.0155	0.0114
Si	4.09	6.8304	2.0547	-0.0039	0.001	-0.0118
Si	9.5633	6.8477	2.0483	0.0019	-0.0152	0.0143
Si	1.3521	9.5623	2.0332	0.0033	0.0222	0.0161
Si	6.8162	9.6024	2.0471	-0.0035	-0.0111	0.0043
Si	-0.0315	-0.0424	3.3889	-0.013	0.0178	-0.0348
Si	5.4635	0.0028	3.4817	0.0477	-0.017	0.0225
Si	2.753	2.7583	3.3731	0.0125	0.0581	-0.0399
Si	8.1515	2.6763	3.4708	0.0079	-0.0259	0.0188
Si	-0.0184	5.4768	3.4235	0.0265	-0.0037	0.0101
Si	5.459	5.4187	3.3706	-0.0811	-0.009	-0.0357
Si	2.6889	8.1907	3.4171	0.0183	-0.0723	0.0156
Si	8.1776	8.2276	3.3796	-0.017	0.0641	-0.0297
Si	1.4026	1.3379	4.6362	0.0095	-0.0013	0.0304
Si	6.8132	1.3242	4.9609	-0.0575	0.0384	-0.018
Si	4.1204	4.0893	4.8001	0.011	-0.0308	0.018
Si	9.5441	4.0872	4.7493	0.0117	-0.0034	-0.017
Si	1.3378	6.8428	4.8317	0.0116	-0.0164	-0.0095
Si	6.7707	6.8452	4.6575	0.1283	-0.0912	-0.0495
Si	4.0942	9.4953	4.7806	-0.0496	0.0926	-0.0331
Si	9.4877	9.6003	4.7868	0.0388	-0.081	0.0133
Si	2.7771	0.0709	6.0977	-0.0261	-0.005	0.0486
Si	8.1583	-0.0966	6.3216	-0.0414	-0.0172	-0.019
Si	0.0198	2.6644	5.9882	0.0064	0.0242	-0.0248
Si	5.4449	2.7623	6.3204	0.0037	0.0027	0.004
Si	2.7839	5.5025	6.1686	-0.0042	0.0316	-0.0501
Si	8.1793	5.5202	6.0501	-0.0466	-0.0169	0.0484
Si	-0.057	8.2543	6.15	-0.0309	0.0358	0.0121
P	5.5046	8.1664	5.9892	-0.0108	0.1058	0.0547
Si	3.8058	1.6057	7.6427	0.0228	0.0073	-0.0716
Si	9.7784	1.1859	7.3972	0.0996	0.0283	0.0197
Si	1.5771	3.8154	7.2918	0.0264	-0.0413	0.0344
Si	6.6337	4.487	7.4795	0.0318	-0.01	-0.0377
Si	4.4164	6.7404	7.3914	-0.1153	-0.0494	0.0618
Si	9.2846	7.0612	7.4327	0.0668	-0.0185	0.0699
Si	1.0788	9.9651	7.3088	0.0666	-0.0305	-0.0681
P	7.0537	9.358	8.0256	-0.2361	-0.078	-0.3454
O	8.0203	8.0549	7.8125	0.0171	-0.0659	-0.0515
O	2.6462	2.7449	7.9776	-0.0325	0.0279	0.0141
O	9.5375	1.3538	24.2826	0.0056	-0.0054	-0.0109
O	4.0703	6.8653	24.1319	0.0021	-0.0018	-0.005
O	-0.0149	0.1025	7.9277	-0.0323	0.0288	0.0241
O	5.5307	5.6512	7.9458	0.0136	0.0298	-0.0164
O	6.8652	9.5739	24.2064	0.0027	-0.0037	-0.0097
O	1.3834	4.0618	24.1713	0.0035	-0.0017	-0.0069
O	3.915	7.6419	8.703	-0.0087	0.0037	0.0191
O	0.6367	4.4235	8.4896	-0.0035	0.0251	0.0028
O	9.8503	6.4164	8.864	0.0084	0.0051	-0.008
O	1.9095	9.4295	8.61	-0.0096	0.0074	0.0256
O	7.4506	4.0322	8.8488	0.0149	-0.032	0.0284
O	4.2536	0.9617	9.115	0.02	-0.017	0.0416
O	7.5394	9.6416	9.5601	0.3065	0.1319	0.1658
O	9.1962	1.9944	8.7137	-0.0072	-0.0209	-0.0022
O	7.7302	3.1536	23.5322	-0.0003	0.0003	-0.0027
O	10.5339	5.8684	23.4509	0.0004	0.001	-0.0052
O	5.1183	0.4501	23.4115	-0.0007	0.0032	-0.0045
O	5.8976	5.1083	23.3548	0.0008	0.0015	-0.0089
O	3.128	2.2154	23.2761	-0.0011	0.0005	-0.0056
O	2.3203	8.7227	23.2503	0.0039	-0.0012	-0.0013
O	8.6514	7.7734	23.3993	0.001	0.0017	-0.0006
O	0.2464	10.3428	23.5976	0.004	-0.0007	0.0048
Si	4.4219	1.5856	22.4783	0.0018	0.0015	0.0111
Si	3.5983	7.9703	14.0686	-0.0053	-0.0002	0.0074
Si	7.2288	0.9914	14.6891	-0.0029	0.013	0.0137
Si	0.9815	9.3701	22.5406	-0.0032	0.0023	0.0111
Si	1.258	4.3441	11.8799	0.0017	0.0118	-0.0036
Si	6.3675	8.9928	15.3584	0.0018	-0.0008	0.018
Si	0.774	1.3713	12.3123	0.0148	0.0085	0.0035
Si	8.6884	4.9559	20.5324	0.0036	0.0005	0.0122
Si	0.3337	5.7649	9.3442	-0.0164	-0.0098	-0.028
Si	5.1847	3.1268	17.9478	0.002	0.0021	0.0117
Si	0.9763	3.7595	16.7506	0.0012	0.0026	0.0104
Si	10.4901	2.8697	19.2479	0.0028	0.0023	0.0119
Si	5.3317	1.2237	10.3405	-0.0398	0.0425	-0.0288
Si	0.9677	0.1964	19.8884	0.0077	0.0055	0.0142
Si	6.8617	9.5309	11.0478	-0.1684	-0.0227	0.1926
Si	9.4223	9.6803	18.4095	0.0046	-0.0005	0.0138
Si	9.5537	9.2615	12.7405	0.0306	-0.0097	0.0374
Si	6.6066	3.855	22.5925	0.0014	0.0017	0.0097
Si	2.4764	8.1168	9.348	0.0002	-0.0093	-0.0263
Si	10.6958	7.3751	17.1641	0.0012	-0.0008	0.0104
Si	2.6017	6.3248	16.608	0.0003	0.0016	0.0136
Si	10.2649	4.4987	14.1882	0.0026	0.0049	0.0125
Si	6.2222	9.1864	18.5581	0.0017	0.0015	0.0142
Si	7.9634	2.6456	9.5471	-0.0322	0.0494	-0.016
Si	8.9654	2.1567	12.4245	0.0001	0.0175	0.0062
Si	5.4368	6.2485	18.0857	0.0047	-0.0005	0.0099
Si	3.993	0.5614	19.478	0.0009	0.0032	0.0092
Si	4.358	3.895	12.0543	0.0056	0.0033	-0.0099
Si	5.6634	6.6546	12.1578	-0.0093	-0.0311	0.0063
Si	8.107	2.5174	17.2415	0.0037	0.006	0.0135
Si	4.4603	2.5171	14.9641	0.0006	0.0033	0.0101
Si	1.6609	1.2182	15.2892	0.0055	0.008	0.0107
Si	1.6938	9.4346	12.0458	0.0194	-0.0006	-0.013
Si	8.174	6.8627	13.9128	-0.0008	-0.0128	0.0249
Si	10.5372	9.8646	15.6124	0.0014	-0.0017	0.0135
Si	9.8436	7.0379	22.5605	0.0052	0.001	0.0069
Si	8.2049	5.4939	17.4322	0.0031	0.002	0.0111
O	6.1604	8.0323	11.3216	0.0008	0.0238	-0.0178
O	6.1301	9.21	16.9403	0.0015	0.0011	-0.0115
O	7.7907	1.3926	13.221	0.0068	-0.0048	-0.0035
O	0.9557	1.6886	13.9029	-0.0007	0.0006	-0.0045
O	9.5465	6.2543	16.9364	0.001	0.0012	-0.0021
O	6.9154	6.2469	13.105	-0.0173	0.0033	-0.0126
O	5.2239	4.6621	18.6212	0.0019	0.0031	-0.0049
O	9.3122	2.1721	18.3081	0.001	-0.0003	-0.0052
O	2.4352	0.1008	19.0953	0.0016	0.0003	-0.0059
O	9.533	10.2564	16.8617	0.0042	0.0037	-0.0097
O	2.8693	4.4974	11.7065	-0.0019	0.0003	0.0047
O	5.1373	10.3208	19.1339	0.0029	0.0007	-0.0056
O	9.5373	3.2786	13.4249	-0.0022	-0.0073	-0.0074
O	0.5493	1.7901	19.9752	0.0008	0.0022	-0.0058
O	3.2655	1.3855	15.0397	0.0048	0.0016	-0.0022
O	8.2273	5.3749	19.044	0.0013	0.0014	-0.007
O	3.9959	6.6057	17.4046	0.0001	0.0023	-0.0057
O	4.6508	3.3049	16.3961	0.0031	0	-0.0079
O	9.12	5.6362	14.3859	0.0066	-0.0018	0.0011
O	5.4783	2.7778	22.1435	0.0001	0.0013	-0.0048
O	10.7632	4.1051	15.6725	0.0025	0.0024	-0.0047
O	0.4214	3.883	18.2833	0.003	0.0016	-0.0046
O	10.4907	10.5229	19.3138	-0.0036	-0.0003	-0.0052
O	9.8234	10.0776	14.1555	-0.0056	0.0018	-0.0172
O	10.9375	8.1482	22.0884	0.0007	0.0017	-0.0078
O	1.3365	2.1875	16.5515	0.003	0.0001	-0.0055
O	9.8196	3.7755	20.4354	0.0015	0.0023	-0.0054
O	8.2287	4.0447	16.7043	0.002	-0.0002	-0.0041
O	0.0748	9.1423	11.9773	-0.0057	0.0025	-0.0007
O	6.6675	2.4193	18.0074	0.0029	0.0001	-0.0051
O	5.7113	10.7511	11.1559	-0.0022	-0.0222	-0.0134
O	7.8287	9.5938	18.9078	0.0018	0.0025	-0.0056
O	10.1258	1.0479	12.0357	-0.0056	-0.0042	-0.0027
O	1.4968	6.8584	9.0782	0.0122	0.0034	0.0084
O	0.7037	4.8239	13.3474	0.0042	-0.0017	-0.0006
O	5.7935	7.6206	19.0141	0.0022	0.0038	-0.0057
O	5.325	5.1445	11.5323	0.0047	0.0056	0.0081
O	2.7961	7.0446	15.1549	0.0063	0.0039	-0.0067
O	1.0365	2.7616	11.5146	0.0021	-0.0001	0.007
O	1.0263	10.6915	15.672	0.0004	-0.0024	-0.0033
O	2.5078	8.575	10.9111	-0.0008	0.0047	0.0103
O	4.7829	2.479	11.2815	0.0104	-0.0085	0.0029
O	4.337	3.5553	13.6831	0.0033	0.0007	0.0032
O	2.2712	4.7234	16.4816	0.0035	0.0017	-0.0028
O	10.8261	8.2703	15.7981	0.0001	0.0047	-0.0084
O	7.0276	10.3272	14.7285	0.0038	0.0015	-0.0082
O	2.4744	8.9935	13.428	0.0031	0.0008	-0.0007
O	8.151	1.5415	15.9301	0.0025	-0.0033	-0.0071
O	4.2635	7.0299	12.9135	0.0084	0.0037	-0.0016
O	4.2609	2.008	18.7236	0.0012	0.0024	-0.0043
O	7.3539	4.4072	21.2719	0.0004	0.0016	-0.0033
O	8.4262	2.9092	11.0844	0.0076	-0.0078	-0.0031
O	1.2913	6.8822	17.4386	0.0055	0.0007	-0.0052
O	5.7727	1.6363	14.766	0.0063	0.0001	-0.0046
O	8.1925	9.8092	11.9821	0.0431	0.0216	0.0068
O	9.2423	6.3041	21.2478	-0.0001	0.0006	-0.0052
O	9.193	7.7047	12.9912	0.018	0.0248	-0.0174
O	1.7659	0.1418	11.8682	-0.0003	0.0024	0.0021
O	6.7435	6.1646	17.08	0.0031	0.0036	-0.0053
O	7.4819	7.8198	15.058	0	0.0061	-0.0039
O	1.3069	10.3255	21.2684	-0.0004	-0.0008	-0.0005
O	10.1135	8.1987	18.4384	0.0019	0.0024	-0.0049
O	4.0012	0.865	21.0868	0.0014	0.0005	-0.005
O	0.3778	5.3108	10.8974	0.0068	-0.0036	-0.0065
O	6.7005	1.6258	9.5523	0.0205	-0.0096	0.0157
O	4.8734	8.7552	14.7308	0.0043	0.0022	-0.0039

Results
free energy: -135974.395 eV
free energy less fixed offsets of O -568.88, P -755.39, Si -635.61 eV per atom: 0.495 eV

The program warned: the cutoff lies below the one the program advises for these potential files; the forces do not sum to zero within the program's tolerance; the exchange-correlation potential is rough where the density is thin.
